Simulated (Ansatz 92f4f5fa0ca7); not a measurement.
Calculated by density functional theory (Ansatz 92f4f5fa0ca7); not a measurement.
Periodic cell of 223 atoms, Si131O90As2, from a study of silicon, its oxide and their interface. The atomic structure is a simulated model.
Doubt: the cutoff is far below the 930 eV that the study's wrapper takes by default for these files, so forces and energies are approximate.

Settings: functional PBE; potential files Ansatz PAW; basis plane waves; wave-function cutoff 580 eV; density cutoff ratio 5; exchange-correlation grid ratio 1; k mesh 1 x 1 x 1, Gamma-centred; self-consistency stop 5e-08 eV per atom in the density residual; occupations fixed; spin none; net charge 0.

Cell vectors (angstrom)
a	10.938	0	0
b	0	10.938	0
c	0	0	32.1988

Atoms: element, x, y, z (angstrom)
Si	10.5849	0.2346	24.872
Si	5.7328	10.6852	24.749
Si	2.4731	2.9224	24.6507
Si	8.4252	2.4682	24.8293
Si	0.2686	5.1725	24.7628
Si	5.1534	5.7566	24.7001
Si	2.9319	8.0141	24.5998
Si	7.9339	8.4454	24.7432
Si	1.3257	1.3885	26.0476
Si	6.8409	1.3183	26.1191
Si	4.0423	4.1109	25.992
Si	9.6004	4.0665	26.0891
Si	1.3925	6.835	25.9998
Si	6.7665	6.8588	26.0355
Si	4.0958	9.5429	26.0012
Si	9.4647	9.5772	26.1512
Si	2.7267	-0.0024	27.3565
Si	8.1566	-0.0104	27.5534
Si	0.0065	2.7289	27.4899
Si	5.4387	2.7518	27.3694
Si	2.7252	5.4753	27.4264
Si	8.1828	5.4777	27.3661
Si	-0.0064	8.1895	27.3793
Si	5.4344	8.2084	27.4481
Si	4.0799	1.3737	28.7416
Si	9.5761	1.3631	28.8532
Si	1.3674	4.1235	28.8188
Si	6.824	4.1066	28.7431
Si	4.0935	6.8231	28.8063
Si	9.558	6.8288	28.7506
Si	1.3704	9.5647	28.7405
Si	6.7768	9.5523	28.8629
Si	0.0165	-0.0184	30.1559
Si	5.4365	0.0233	30.1605
Si	2.736	2.7366	30.1479
Si	8.1885	2.749	30.15
Si	-0.0142	5.4799	30.1512
Si	5.4734	5.4624	30.1493
Si	2.7249	8.2057	30.1429
Si	8.2045	8.1931	30.1525
Si	1.3673	1.3673	31.515
Si	6.8362	1.3673	31.515
Si	4.1018	4.1018	31.515
Si	9.5708	4.1018	31.515
Si	1.3673	6.8362	31.515
Si	6.8362	6.8362	31.515
Si	4.1018	9.5708	31.515
Si	9.5708	9.5708	31.515
Si	2.7345	0	0.6835
Si	8.2035	0	0.6835
Si	0	2.7345	0.6835
Si	5.469	2.7345	0.6835
Si	2.7345	5.469	0.6835
Si	8.2035	5.469	0.6835
Si	0	8.2035	0.6835
Si	5.469	8.2035	0.6835
Si	4.1521	1.348	2.0551
Si	9.5761	1.3474	2.0394
Si	1.3616	4.1364	2.0285
Si	6.8546	4.0622	2.0548
Si	4.079	6.8491	2.0346
Si	9.5732	6.8363	2.0477
Si	1.3799	9.5563	2.0496
Si	6.8374	9.5815	2.0374
Si	-0.0096	-0.0433	3.3835
Si	5.4923	-0.0311	3.4671
Si	2.7363	2.7372	3.3055
Si	8.2234	2.6874	3.4373
Si	0.0057	5.4799	3.4233
Si	5.5144	5.5178	3.328
Si	2.7731	8.2288	3.4428
Si	8.2057	8.2233	3.3712
Si	1.3817	1.3846	4.661
Si	6.9829	1.2093	4.821
As	4.0946	4.1652	4.7059
Si	9.5974	4.0665	4.7597
Si	1.37	6.8768	4.7711
Si	6.8218	6.8932	4.7409
Si	4.1578	9.5428	4.8547
Si	9.5706	9.5294	4.7843
Si	2.7408	0.0572	6.0292
Si	8.2727	-0.1293	6.3083
Si	0.0315	2.677	6.0734
As	5.624	2.5908	6.2344
Si	2.7537	5.5412	6.1131
Si	8.1953	5.4791	5.9903
Si	0.0015	8.1963	6.1765
Si	5.547	8.2134	6.2614
Si	3.8624	1.4962	7.5614
Si	9.8658	1.1285	7.4746
Si	1.6884	3.8163	7.271
Si	6.7054	4.4048	7.4468
Si	4.3851	6.5953	7.505
Si	9.3688	6.9121	7.3963
Si	1.1503	9.9148	7.3243
Si	7.1995	9.1681	7.7023
O	8.2727	7.9571	8.0294
O	2.9423	2.8431	7.7169
O	9.5209	1.3557	24.2643
O	4.0513	6.8718	24.1338
O	0.1009	0.0713	8.0196
O	5.4179	5.3431	7.8697
O	6.8433	9.5754	24.2025
O	1.3632	4.065	24.1748
O	3.8555	7.3069	8.929
O	1.0162	4.3289	8.6724
O	9.8737	6.003	8.687
O	2.1692	9.3526	8.483
O	7.4736	3.9544	8.8215
O	4.2211	0.9564	9.079
O	6.747	9.5688	9.2352
O	9.1734	1.875	8.7783
O	7.7066	3.1566	23.5251
O	10.4924	5.8463	23.451
O	5.0857	0.443	23.4114
O	5.8629	5.1004	23.3691
O	3.0968	2.2114	23.2863
O	2.3014	8.7205	23.2249
O	8.6175	7.7596	23.4085
O	0.2489	10.3379	23.6115
Si	4.384	1.5785	22.4814
Si	3.4866	7.9326	14.0439
Si	7.1148	0.9644	14.681
Si	0.9451	9.3596	22.5335
Si	1.1715	4.3024	11.888
Si	6.2597	8.9695	15.3317
Si	0.6746	1.3587	12.3097
Si	8.6222	4.9609	20.5245
Si	0.3764	5.6547	9.3466
Si	5.0962	3.1298	17.9555
Si	0.8758	3.7492	16.7539
Si	10.3968	2.8551	19.242
Si	5.2562	1.1943	10.3531
Si	0.8805	0.1843	19.8602
Si	6.6443	9.4689	10.8734
Si	9.334	9.6849	18.3369
Si	9.3913	9.2505	12.5833
Si	6.5676	3.8523	22.5967
Si	2.454	8.0387	9.3823
Si	10.5864	7.3735	17.0922
Si	2.5063	6.2981	16.5938
Si	10.1678	4.4931	14.1929
Si	6.133	9.1919	18.5285
Si	7.9403	2.5829	9.5759
Si	8.8717	2.1415	12.4547
Si	5.3352	6.2516	18.0813
Si	3.9175	0.565	19.481
Si	4.2681	3.8489	12.0617
Si	5.5393	6.6085	12.1457
Si	8.008	2.5107	17.234
Si	4.3563	2.4905	14.9786
Si	1.5374	1.2145	15.272
Si	1.5707	9.4039	12.0449
Si	8.0464	6.856	13.8774
Si	10.3811	9.8408	15.5008
Si	9.8042	7.0204	22.5651
Si	8.1063	5.4913	17.4224
O	6.0376	7.9688	11.297
O	6.0128	9.208	16.9108
O	7.6787	1.3629	13.2098
O	0.8847	1.7384	13.8802
O	9.4276	6.2587	16.8934
O	6.7613	6.2087	13.1375
O	5.1287	4.6667	18.624
O	9.2218	2.1639	18.2916
O	2.3617	0.1046	19.0928
O	9.4075	10.2377	16.7764
O	2.7791	4.4451	11.7258
O	5.0606	10.33	19.1187
O	9.4181	3.2487	13.4861
O	0.452	1.7734	19.9709
O	3.1504	1.3712	15.0733
O	8.164	5.3857	19.0356
O	3.8882	6.6025	17.4066
O	4.5701	3.2912	16.3998
O	9.0542	5.6687	14.3259
O	5.4441	2.7684	22.1492
O	10.6665	4.1426	15.688
O	0.3323	3.874	18.289
O	10.4209	10.5229	19.2292
O	9.6478	10.0317	14.0397
O	10.9015	8.1305	22.1051
O	1.1893	2.1663	16.542
O	9.7309	3.7605	20.4304
O	8.1291	4.0389	16.6961
O	-0.0434	9.0997	11.9125
O	6.5793	2.4231	18.0208
O	5.5756	10.7274	11.1914
O	7.7443	9.6005	18.8553
O	10.0243	1.0236	12.0658
O	1.2852	6.965	9.0774
O	0.6135	4.7723	13.3531
O	5.7008	7.63	18.9971
O	5.2298	5.0925	11.5266
O	2.7101	6.9921	15.1329
O	0.9186	2.7337	11.4813
O	0.8634	10.6858	15.5687
O	2.4079	8.5752	10.9122
O	4.6802	2.4356	11.2879
O	4.249	3.5214	13.6927
O	2.1907	4.6902	16.4974
O	10.7012	8.2532	15.7119
O	6.9237	10.2972	14.6869
O	2.3391	8.9494	13.4293
O	8.0295	1.5291	15.9235
O	4.1278	6.9975	12.8725
O	4.1719	2.0181	18.7373
O	7.2861	4.4247	21.2693
O	8.3878	2.9098	11.1036
O	1.1765	6.8723	17.377
O	5.6516	1.5863	14.7723
O	8.1253	9.7614	11.608
O	9.199	6.297	21.2471
O	8.96	7.7204	12.8717
O	1.6493	0.112	11.8866
O	6.6413	6.1565	17.078
O	7.3872	7.8044	15.0491
O	1.2061	10.3039	21.2382
O	10.0247	8.2057	18.3694
O	3.9445	0.859	21.0934
O	0.3148	5.304	10.9205
O	6.6569	1.5946	9.6165
O	4.7709	8.7144	14.6957

Results
free energy: -144176.221 eV
free energy less fixed offsets of As -4856.12, O -568.88, Si -635.61 eV per atom: 0.129 eV

Forces (eV/angstrom), in the order of the atoms: element, x, y, z
Si	0.0111	-0.0259	0.0369
Si	0.0061	0.0082	-0.0074
Si	0.0148	0.0067	0.0119
Si	-0.0134	0.006	-0.0129
Si	0.0132	0.0023	-0.0101
Si	-0.0198	-0.0132	0.0073
Si	-0.0024	-0.0202	0.0162
Si	0.023	-0.0104	0.0121
Si	0.0049	0.0132	-0.0076
Si	0.0109	-0.0096	0.028
Si	-0.0074	0.0106	-0.0096
Si	0.0043	0.004	0.0099
Si	0.013	0.0078	0.0093
Si	0.0051	0.0099	-0.0048
Si	-0.0058	0	0.0032
Si	-0.0212	0.007	0.0116
Si	-0.0104	-0.0004	-0.0552
Si	-0.009	-0.0303	0.1246
Si	0.0104	-0.0009	0.0954
Si	-0.0098	0.0044	-0.0453
Si	0.0041	0.0058	0.0373
Si	-0.0016	-0.0122	-0.0499
Si	-0.0082	-0.0043	-0.0467
Si	-0.0108	-0.0215	0.0624
Si	0.0557	-0.0161	0.0657
Si	-0.0534	0.0033	-0.1376
Si	-0.0207	-0.0384	-0.0899
Si	0.0306	-0.0495	0.0694
Si	-0.0307	0.015	-0.0575
Si	0.0083	0.0179	0.0548
Si	-0.0184	-0.0066	0.0748
Si	0.098	0.0485	-0.155
Si	0.0333	-0.0302	0.0153
Si	-0.0842	0.0251	0.0049
Si	-0.0172	-0.0217	0.008
Si	0.0085	0.0493	-0.0058
Si	-0.026	0.0217	0.018
Si	0.031	-0.0014	0.002
Si	0.0092	0.033	0.0066
Si	0.027	-0.0208	0.0261
Si	0.1271	-0.0072	0.0706
Si	-0.0574	0.1182	0.0202
Si	0.0251	-0.0388	0.0442
Si	-0.1664	0.064	0.0049
Si	-0.0829	0.0763	-0.0213
Si	0.0325	-0.137	0.1081
Si	-0.1748	0.0962	0.0099
Si	0.0265	-0.0792	0.0439
Si	0.0349	0.0094	0.1439
Si	-0.0535	0.0574	-0.1257
Si	-0.0298	-0.0112	0.0249
Si	0.1531	-0.0993	-0.0527
Si	-0.0539	0.1499	-0.2357
Si	0.0287	-0.0873	0.1132
Si	0.0973	-0.1144	0.0223
Si	0.0034	0.0687	-0.0299
Si	-0.1135	-0.0563	0.0746
Si	0.0629	0.0082	0.0699
Si	0.0859	-0.204	0.0562
Si	0.0624	0.0861	0.0793
Si	0.1937	-0.1052	0.0847
Si	-0.0438	-0.0282	0.0383
Si	0.0503	0.0606	0.0339
Si	-0.0329	-0.0652	0.0533
Si	0.0562	0.0937	0.0071
Si	0.0697	0.0725	-0.1874
Si	-0.3588	0.0318	-0.2118
Si	0.0238	-0.0263	-0.1742
Si	0.0646	0.0581	-0.0903
Si	-0.0287	0.3441	-0.1841
Si	-0.13	-0.1379	-0.1236
Si	0.0229	-0.0666	-0.001
Si	0.0305	0.0377	-0.0677
Si	0.0135	-0.0037	0.5617
As	-0.1184	0.0961	0.1285
Si	-0.007	-0.0283	0.0162
Si	0.0578	-0.0222	0.3684
Si	-0.0545	0.0004	-0.0817
Si	0.0317	0.0191	0.0676
Si	0.0456	-0.042	0.1257
Si	0.0172	0.2852	0.0575
Si	-0.1125	0.0382	-0.2061
Si	0.1469	-0.0991	0.0265
As	0.4031	-0.6201	0.4241
Si	-0.3522	0.4429	-0.1187
Si	-0.1806	-0.0243	0.0562
Si	-0.0215	0.0147	-0.1732
Si	0.0563	-0.1656	-0.0063
Si	0.1086	0.1437	-0.2496
Si	-0.041	0.1175	-0.0388
Si	-0.0909	-0.0267	-0.2264
Si	-0.1195	-0.0376	-0.2747
Si	-0.0209	0.0907	-0.1947
Si	0.1075	-0.0686	-0.0709
Si	0.0017	-0.0863	-0.14
Si	-0.0164	0.0181	-0.044
O	0.0014	0.1293	-0.0825
O	-0.16	-0.1403	0.2801
O	-0.002	0.0109	0.0067
O	0.0029	0.0107	-0.0102
O	-0.0795	-0.0299	-0.0144
O	0.0622	0.1626	0.2596
O	-0.0059	0.0032	0.0041
O	-0.0135	-0.0022	0.0025
O	-0.0205	-0.0434	0.0135
O	0.071	0.0204	-0.0352
O	0.0141	0.0066	0.0701
O	0.0211	-0.0075	0.0742
O	0.0503	-0.0604	0.0545
O	0.0925	-0.07	0.0728
O	0.0027	-0.0125	0.0711
O	0.0444	-0.0016	0.0482
O	-0.0107	0.0132	-0.0436
O	-0.0056	0.007	-0.0264
O	-0.0081	0.0037	-0.0343
O	0.0114	-0.0102	-0.0263
O	0.0129	-0.0121	-0.037
O	-0.0135	0.0105	-0.0256
O	0.0134	-0.017	-0.0488
O	-0.0011	-0.0046	-0.0559
Si	-0.0015	0.0033	0.0708
Si	-0.0036	-0.0063	0.0361
Si	-0.0036	0.0082	0.0387
Si	-0.0004	-0.0115	0.0629
Si	-0.0293	0.0292	0.0034
Si	0.002	0.0032	0.0489
Si	0.0005	-0.0077	-0.0005
Si	-0.0022	0.0094	0.0754
Si	0.0075	0.0229	-0.1018
Si	-0.0044	-0.0072	0.0495
Si	-0.0016	0.002	0.0489
Si	-0.0006	-0.0018	0.0623
Si	0.1245	0.0523	-0.0236
Si	0.0128	-0.0123	0.0517
Si	0.0274	-0.0182	-0.0488
Si	0.0057	0.007	0.057
Si	0.004	-0.0036	0.016
Si	0	-0.0084	0.0626
Si	-0.0412	-0.0393	-0.1031
Si	-0.009	-0.0034	0.0459
Si	-0.0005	-0.0051	0.0467
Si	0.0004	-0.004	0.0321
Si	-0.006	0.0094	0.0557
Si	0.0459	-0.1933	-0.059
Si	0.0027	0.0014	0.024
Si	0.0088	-0.001	0.0386
Si	-0.0099	-0.0007	0.0655
Si	-0.0135	0.0033	0.0484
Si	0.0144	0.012	0.0216
Si	0.0041	0.009	0.0508
Si	0.0048	0.0027	0.0473
Si	-0.0012	0.0016	0.0403
Si	0.0034	-0.001	-0.0134
Si	0.004	0.004	0.0294
Si	-0.0048	-0.0025	0.0478
Si	-0.0149	0.0078	0.064
Si	-0.0014	-0.0023	0.0543
O	-0.0076	-0.0035	-0.0025
O	0.002	-0.0037	-0.0548
O	0.0039	0.0042	-0.0228
O	-0.0026	-0.0037	-0.0254
O	0.006	0.0043	-0.0215
O	-0.0108	-0.005	-0.0134
O	0	0.0014	-0.0201
O	-0.0163	-0.0033	-0.033
O	0.0052	0.0002	-0.0264
O	0.0079	0.0007	-0.0427
O	0.0157	0.0007	-0.0144
O	0.0145	-0.0142	-0.0276
O	-0.0013	-0.0039	-0.0146
O	-0.0052	0.0071	-0.0221
O	-0.0003	-0.0036	-0.0166
O	-0.0099	0.0051	-0.0587
O	-0.0148	-0.0006	-0.0246
O	-0.007	-0.0065	-0.0426
O	-0.0036	0.0011	-0.0149
O	-0.0001	-0.0007	-0.0248
O	-0.0077	0.002	-0.0337
O	0.0129	0.0069	-0.0426
O	-0.0223	-0.0111	-0.0328
O	-0.0047	-0.0037	-0.0266
O	0.0055	0.0044	-0.0213
O	0.0031	-0.013	-0.0257
O	0.0096	-0.0127	-0.0325
O	-0.001	-0.0034	-0.0216
O	-0.003	-0.0008	-0.0094
O	0.0069	-0.0016	-0.0233
O	-0.0368	0.0269	-0.0239
O	0.001	-0.0019	-0.0209
O	0.0019	-0.0009	-0.0107
O	-0.0089	0.0285	0.0659
O	0.007	-0.004	-0.0152
O	-0.0012	-0.0054	-0.0235
O	-0.0063	-0.0062	-0.0119
O	0.0079	0.0142	-0.0348
O	0.0089	-0.0057	-0.0063
O	0.0037	0.0026	-0.0182
O	0.0132	0.0135	0.0222
O	-0.0009	-0.0194	-0.0275
O	-0.001	0.0064	-0.0415
O	0.0002	0.0001	-0.0173
O	0.0006	0.0075	-0.0265
O	0.0014	0.0002	-0.0145
O	-0.0011	0.0031	-0.0125
O	-0.0053	-0.0147	-0.0362
O	0.0042	-0.0069	-0.0178
O	0.0088	0.0199	-0.0318
O	0.0185	0.0049	-0.042
O	-0.0096	0.0327	-0.01
O	0.0064	-0.0013	-0.0206
O	0.0048	-0.0054	-0.019
O	-0.015	0.0053	-0.0134
O	-0.0082	-0.0161	-0.0428
O	0.0031	0.0029	-0.0124
O	0.0011	0.005	-0.0067
O	0.0023	0.0009	-0.0223
O	0.007	-0.0063	-0.0207
O	0.0007	0.0229	-0.0547
O	0.0059	-0.0069	-0.0271
O	-0.0045	-0.016	-0.0606
O	0.0209	-0.0201	0.0563
O	-0.0238	-0.0055	0.1248
O	-0.0098	-0.0008	-0.0207

The program warned: the cutoff lies below the one the program advises for these potential files; the exchange-correlation potential is rough where the density is thin.
